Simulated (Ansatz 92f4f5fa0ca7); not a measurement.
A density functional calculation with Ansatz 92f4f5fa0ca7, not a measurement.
Periodic cell of 252 atoms, Si132O88H32, with a vacuum gap, from a study of silicon, its oxide and their interface. The atomic structure is a simulated model.

Settings: functional r2SCAN; potential files Ansatz PAW; basis plane waves; wave-function cutoff 800 eV; density cutoff ratio 5; exchange-correlation grid ratio 1; k mesh 1 x 1 x 1, shifted by 0.5 0.5 0 of a step; self-consistency stop 1e-11 eV per atom in the density residual; occupations fixed; spin none; net charge 0; applied field sawtooth along c, amplitude +0.015 V/angstrom in the program's sign convention, ramp centred at 0.9888 of c and 0.0224 of c wide, no dipole correction.

Cell vectors (angstrom)
a  10.888  0  0
b  0  10.888  0
c  0  0  44.5963

Atoms and the computed forces on them: element, x, y, z (angstrom), force x, y, z (eV/angstrom)
Si  -0.2873  0.7874  31.1835  0.0102  -0.0094  0.0028
Si  0.4599  0.8747  28.9932  0.0024  -0.0113  0.0615
Si  -0.062  5.4563  30.6538  0.0007  -0.0037  0.0541
Si  3.1602  7.8484  30.8799  0.0015  0.0017  0.0386
Si  5.9185  -0.3831  30.9317  0.0011  0.0009  0.036
Si  8.6708  2.3962  31.1201  -0.0074  -0.0003  0.0251
Si  5.4035  5.673  30.5734  -0.0111  0.0064  0.0362
Si  7.6613  8.7943  31.0452  0.0053  -0.0029  0.0267
Si  1.5003  1.6171  32.4927  -0.0192  0.0003  -0.0119
Si  3.7603  3.7318  32.3657  -0.0038  0.0033  0.0168
Si  1.4004  6.7567  32.058  0.0108  0.0025  -0.0122
Si  4.1952  9.4999  32.2071  -0.0005  -0.0104  -0.0189
Si  6.8916  1.3195  32.2527  0.0129  -0.0019  -0.0123
Si  9.6496  4.1462  32.2785  0.0075  -0.0085  -0.0149
Si  6.7875  6.8529  32.1635  -0.0034  0.0116  -0.0022
Si  9.5568  9.7367  32.1922  -0.0106  0.006  -0.0163
Si  0.0439  2.8629  33.7991  0.0074  0.0038  -0.0048
Si  2.7748  -0.0306  33.5731  0.0045  0.0072  0.0135
Si  0.0408  8.2003  33.4179  -0.0033  -0.0044  0.0073
Si  2.6348  5.4062  33.5903  -0.0135  -0.0113  0.0035
Si  5.4443  2.6451  33.5931  -0.0008  -0.0107  0.0141
Si  8.1955  0.0189  33.7087  -0.0095  0.0015  0.0006
Si  5.4548  8.1294  33.6397  0.0101  0.0135  0.001
Si  8.1735  5.4942  33.5152  0.0088  -0.0049  0.0109
Si  1.3835  4.1677  35.1267  -0.0019  -0.0107  0.0111
Si  4.1248  1.2958  34.9879  0.0004  0.0039  0.012
Si  1.3662  9.5095  34.8853  0.0042  -0.0032  0.028
Si  4.0428  6.7737  34.9218  -0.0084  0.0039  0.0252
Si  6.7958  4.1027  34.8797  0.0053  -0.007  0.0279
Si  9.536  1.4105  35.0209  -0.0004  0.0104  0.014
Si  6.8269  9.4938  34.9951  0.0127  0.006  0.0048
Si  9.556  6.8565  34.8594  0.0085  0.0041  0.0312
Si  0.0302  -0.0069  36.2876  -0.0111  0  0.1858
Si  2.7631  2.6999  36.3384  -0.0038  0.0091  0.1762
Si  -0.0377  5.5258  36.3447  -0.0078  0.0021  0.1902
Si  2.7084  8.1526  36.2817  -0.0143  0.0187  0.187
Si  5.4659  -0.0417  36.3499  0.0012  -0.0051  0.1827
Si  8.1318  2.7647  36.3083  0.0082  -0.0139  0.18
Si  5.4338  5.437  36.2743  0.0379  -0.0091  0.1902
Si  8.2153  8.1563  36.3097  -0.0189  0.0088  0.1593
Si  1.3745  1.342  37.6707  0.0947  -0.0121  0.3012
Si  4.1088  4.0777  37.6772  0.0424  -0.1196  0.309
Si  1.3498  6.8384  37.6844  -0.1217  0.0889  0.3954
Si  4.0813  9.4906  37.6642  0.021  0.0147  0.3088
Si  6.8103  1.3617  37.6699  -0.0136  0.0274  0.3325
Si  9.5025  4.1128  37.6608  -0.106  0.1134  0.3477
Si  6.8117  6.7916  37.6387  0.0908  0.0148  0.152
Si  9.5591  9.5356  37.6647  -0.0453  -0.0521  0.2515
Si  -0.0283  2.7128  6.9045  0.0153  0.0235  -0.2304
Si  2.7293  -0.032  6.9281  0.0252  0.0365  -0.3392
Si  0.0145  8.1859  6.9544  -0.0081  -0.1656  -0.3771
Si  2.6953  5.4266  6.9233  -0.0071  0.0352  -0.2254
Si  5.4536  2.7112  6.939  -0.0247  -0.0081  -0.3859
Si  8.1917  0.01  6.9241  -0.0633  -0.0641  -0.2748
Si  5.4597  8.1518  6.9305  -0.0312  0.0676  -0.1992
Si  8.1488  5.4428  6.9361  0.1221  -0.0116  -0.354
Si  1.3118  4.0562  8.282  -0.008  0.0177  -0.1789
Si  4.0685  1.353  8.2666  0.0112  -0.0076  -0.1766
Si  1.3772  9.5216  8.3142  0.0223  -0.0109  -0.1841
Si  4.0719  6.785  8.261  -0.0167  0.0228  -0.185
Si  6.8359  4.042  8.2917  -0.005  0.0032  -0.1754
Si  9.5307  1.3611  8.3103  0.0042  -0.0031  -0.1937
Si  6.8367  9.5385  8.2816  -0.0003  -0.0126  -0.1596
Si  9.5166  6.8155  8.2696  0.0208  -0.0161  -0.1581
Si  0.0156  -0.0006  9.6543  -0.0148  -0.0148  -0.0299
Si  2.6532  2.6579  9.6239  0.0087  0.0056  -0.022
Si  -0.0736  5.4167  9.6359  0.001  0.0075  -0.0145
Si  2.7347  8.1441  9.6559  0.0051  -0.0131  -0.0186
Si  5.4787  0.0478  9.6102  -0.0044  -0.0074  -0.0117
Si  8.1784  2.7012  9.712  -0.005  0.0012  -0.0282
Si  5.4332  5.3949  9.5664  0.0085  0.0138  -0.0118
Si  8.2118  8.1866  9.6541  -0.0086  0.0001  -0.021
Si  1.3352  1.3035  11.0804  0.0151  0.0014  -0.0022
Si  4.0577  4.0172  10.8787  0.0038  0.0058  -0.002
Si  1.3041  6.7584  10.9516  -0.0046  -0.0005  -0.0094
Si  4.1465  9.5643  10.9258  0.0027  0.0021  -0.0124
Si  6.7775  1.3819  11.0794  -0.0115  -0.0077  -0.0032
Si  9.4941  4.0778  11.103  0.0063  0.0159  -0.006
Si  6.8065  6.7593  10.8768  -0.0043  0.0001  -0.0026
Si  9.5937  9.5481  11.0505  -0.0039  -0.0148  -0.001
Si  0.0837  2.7958  12.4659  -0.0087  -0.0044  0.0214
Si  2.7993  -0.0768  12.3726  -0.003  -0.0052  0.0162
Si  0.0555  8.1258  12.4003  0.002  0.0007  0.0156
Si  2.7153  5.3784  12.2006  0.0054  0.0032  0.0217
Si  5.3358  2.7577  12.3922  0.0012  0.0055  0.012
Si  8.1219  -0.0521  12.3911  0.0064  0  0.0088
Si  5.498  8.1539  12.1967  0.0011  -0.0053  0.0167
Si  7.9862  5.4178  12.3945  -0.0046  0.0006  0.0139
Si  1.7766  3.8348  13.6901  0.0011  0.0116  0.023
Si  3.8878  1.492  13.7761  0.0041  -0.0073  0.0282
Si  1.8442  9.1048  13.679  -0.0109  0.0079  0.0301
Si  4.0423  6.833  13.3783  -0.0004  0.0007  0.0117
Si  6.1554  4.5404  13.7313  0.0037  0.0015  0.0066
Si  8.9663  1.1238  14.2155  0.0023  -0.0034  0.0405
Si  7.0505  9.1617  13.6129  -0.0069  0.0045  0.0267
Si  9.2593  6.9717  13.5761  0.0109  -0.0076  0.0258
Si  26.1262  -40.0783  23.9627  -0.0017  -0.002  0.0772
Si  11.0238  10.4478  15.9863  0.0029  0.0013  0.0684
Si  4.402  0.5012  19.9948  -0.0046  0.0008  0.0714
Si  12.0921  -12.8396  28.693  0.0087  0.0112  0.0641
Si  13.0346  -6.09  25.6423  -0.0102  0.0068  0.0707
Si  10.6899  12.5375  18.0225  -0.0014  0.0034  0.0769
Si  -27.6481  11.6127  25.1769  0.0047  -0.002  0.1093
Si  2.4103  7.9893  21.8167  -0.0032  0.0088  0.0606
Si  13.1859  10.1245  24.1768  0.0039  0.0015  0.0765
Si  17.1392  -9.1357  17.964  -0.0015  -0.0025  0.0825
Si  11.1475  5.6523  15.7618  -0.0004  0.0104  0.0656
Si  0.3575  -5.0659  21.7936  -0.0012  -0.0079  0.0623
Si  -0.3419  3.7763  24.0838  -0.0074  0.0028  0.0812
Si  9.0671  14.3828  26.561  -0.0087  -0.0024  0.0746
Si  9.5449  -0.1644  20.3748  -0.0033  -0.0044  0.0756
Si  9.1827  -28.5504  17.314  0.0009  -0.0102  0.0741
Si  1.2522  -24.8386  25.864  -0.0117  -0.0022  0.0609
Si  2.9554  -30.0294  21.4827  0.0045  0.0097  0.0718
Si  -4.1571  9.8386  21.1979  0.0105  -0.008  0.0696
Si  16.7944  -9.9888  28.0897  0.0027  0.0006  0.0856
Si  48.9806  -11.2038  15.9666  -0.0027  -0.0106  0.0759
Si  9.3035  8.6121  26.0758  0.0058  -0.0068  0.068
Si  11.129  -18.4223  20.315  0.0124  0.013  0.0654
Si  -16.6854  18.3089  20.2764  0.0021  -0.0035  0.0613
Si  -28.8503  8.9612  18.0854  0.0042  -0.0088  0.0754
Si  10.8807  -2.8837  20.1499  0.0009  0.0033  0.0698
Si  20.2857  7.6683  28.9537  -0.0089  -0.0012  0.0589
Si  7.6515  -11.7463  24.1162  0.0042  -0.0021  0.0752
Si  -2.8271  3.3343  19.8362  -0.0025  0.0021  0.068
Si  5.4208  15.3058  21.296  -0.0178  -0.0031  0.0664
Si  -2.0063  22.37  27.2135  0.0041  0.0072  0.0619
Si  21.2846  0.6661  23.2902  -0.0027  0.0028  0.0703
Si  11.7543  -2.8872  17.4015  0.0012  0  0.0787
Si  0.9101  -18.0168  28.2095  -0.0057  -0.0072  0.0708
Si  28.8134  -18.4392  15.5312  0.0053  0.0024  0.0624
Si  17.8888  3.6952  28.716  0.0073  0.0021  0.0688
O  -3.1277  4.0824  27.3234  0.0149  0.0001  -0.0395
O  -15.5088  -5.8625  29.3253  0.0084  -0.011  -0.0235
O  -0.3292  -5.99  22.9145  0.0074  0.022  -0.0511
O  4.2932  -4.0536  30.2079  0.0039  -0.0044  -0.0072
O  7.1108  -23.2046  22.7148  -0.0125  -0.0022  -0.0566
O  14.5376  0.0975  24.5166  -0.0107  -0.0037  -0.0273
O  22.6239  -6.2949  29.5997  0.0102  -0.0155  -0.0447
O  -0.9148  17.0843  14.8095  -0.0153  0.01  -0.0413
O  1.4535  -13.2514  20.6315  -0.0134  0.0017  -0.033
O  13.8655  7.9395  14.0984  0.0012  -0.0013  -0.0176
O  17.0084  -29.748  16.8292  0.0071  0.0171  -0.0537
O  18.9257  -2.5667  29.5129  0.0155  -0.0108  -0.0311
O  15.4253  15.2818  31.0906  0.0134  0.0084  -0.0154
O  9.8418  0.9898  28.4219  -0.0221  0.0018  -0.0361
O  14.8016  7.7652  21.3211  0.0164  -0.0012  -0.0345
O  1.1931  4.5726  15.0236  0.0141  -0.0199  -0.0402
O  14.7134  -0.7513  19.1855  -0.0017  -0.0162  -0.0388
O  29.9382  4.3594  16.1001  -0.0192  -0.0027  -0.0391
O  20.8606  11.5612  19.0769  0.0104  0.0162  -0.0502
O  -1.2171  10.9516  15.2447  -0.0181  0.0107  -0.038
O  21.2438  14.6897  27.4859  -0.0124  0.0007  -0.0291
O  -12.8949  1.8996  26.2551  0.0009  0.0066  -0.0247
O  -0.2629  -2.8262  25.3014  0.005  -0.0004  -0.0271
O  12.2001  -0.9057  14.9691  0.0166  -0.0128  -0.0457
O  7.7555  1.9847  14.9107  0.0073  -0.013  -0.0294
O  23.8041  4.4059  27.2196  0.0133  0.0101  -0.0505
O  18.3821  2.0797  18.958  -0.0125  -0.0086  -0.0368
O  35.8938  1.1806  20.8534  0.0087  -0.0124  -0.0336
O  5.3145  4.3229  22.936  0.0135  0.0111  -0.0552
O  11.8042  32.7605  23.9286  -0.0087  0.0046  -0.0245
O  -10.2179  2.7251  18.8795  -0.0042  -0.0147  -0.0449
O  -5.3912  5.8901  20.6177  0.0006  0.0096  -0.0308
O  2.7982  -8.2358  14.2372  0.0008  0.0008  -0.0085
O  7.387  -21.4468  27.7376  0.0087  -0.0037  -0.0286
O  10.1219  2.1468  13.7227  0.01  0.0061  -0.0251
O  17.2485  0.3744  17.1131  -0.0062  -0.0107  -0.045
O  12.6339  -15.2255  22.296  -0.002  0.0035  -0.0245
O  29.9094  13.9669  29.7062  -0.0184  0.0152  -0.0426
O  27.2582  10.8615  21.0786  -0.0132  0.0079  -0.028
O  6.3849  -1.1058  14.9534  0.0154  -0.0095  -0.041
O  -0.6073  -36.5319  21.2918  -0.0002  0.0092  -0.0277
O  13.4028  -12.6159  22.9057  0.0014  -0.0247  -0.0504
O  4.5509  0.7831  15.1203  -0.0157  0.0201  -0.0475
O  -1.8583  0.0036  23.9108  0.0099  0.0064  -0.037
O  9.8667  9.2043  20.0223  0.0019  -0.0023  -0.0203
O  1.1435  -14.877  16.2598  -0.0031  -0.0158  -0.0328
O  -1.1658  6.261  29.706  -0.0051  0.0134  -0.0236
O  -8.4454  -24.0256  29.6549  -0.0169  0.008  -0.0398
O  13.1721  19.5398  17.7478  -0.0096  -0.0006  -0.0291
O  23.0535  7.8929  27.4723  0.0007  -0.0163  -0.0658
O  11.9575  3.8847  24.8573  -0.0115  -0.0065  -0.0363
O  12.2327  -8.0919  21.3667  -0.0113  -0.0004  -0.021
O  5.9412  -8.3923  28.4146  -0.0029  -0.0107  -0.0239
O  6.3494  -24.2288  20.4754  -0.008  -0.0083  -0.021
O  10.4854  5.0096  17.0822  0.011  0.0096  -0.03
O  9.5979  13.4276  17.2274  -0.0061  0.0071  -0.0237
O  17.2983  -0.0079  24.738  0.0092  -0.0071  -0.0304
O  -7.6605  -19.0519  23.0674  -0.0102  -0.0075  -0.0438
O  6.8499  -7.15  20.8449  0.0197  -0.009  -0.0319
O  26.2807  -1.4116  16.7183  0.0181  0.0173  -0.0465
O  -7.2725  -17.3237  25.0358  0.0169  -0.0107  -0.0345
O  10.3437  -10.5443  21.694  -0.0108  -0.0087  -0.0568
O  2.1326  -1.7984  25.4058  0.0087  0.0179  -0.0443
O  5.0604  5.7419  14.1772  0.0027  -0.002  -0.0173
O  9.3336  -6.7335  25.1041  0.0162  0.0035  -0.0506
O  10.6393  -2.2424  29.362  0.0042  -0.0039  -0.0245
O  -5.7424  -30.3738  24.7361  -0.0062  0.0148  -0.0316
O  12.1484  -11.2661  28.3207  0.005  -0.0076  -0.0303
O  15.8321  0.6386  26.8064  -0.0109  0.0009  -0.0372
O  13.5126  13.5512  31.8072  0.007  0.0005  0.0007
O  10.3499  -19.5083  23.5376  0.0006  -0.0118  -0.0344
O  7.9478  10.7037  20.5819  0.0066  0.0063  -0.0246
O  -1.3744  -7.851  20.5833  -0.0111  0.0002  -0.0325
O  11.534  0.7741  16.9541  0.0005  -0.0173  -0.0395
O  -5.9199  12.4866  18.9395  0.0176  0.0088  -0.0371
O  -2.4175  4.4676  18.7338  0.0098  0.0047  -0.0463
O  -2.8492  -2.1379  25.0679  -0.0166  0.0128  -0.0379
O  11.4172  4.9399  20.4337  -0.0027  -0.0106  -0.0309
O  1.2797  2.2184  28.5686  0.0021  0.0159  -0.0247
O  32.4912  -1.7492  16.8835  -0.0019  0.0122  -0.0278
O  1.8309  6.3812  25.4297  0.0041  -0.0059  -0.0175
O  -12.2465  -0.7532  26.6041  -0.0012  -0.0134  -0.0298
O  -13.5854  -2.7932  14.1306  -0.0042  -0.0004  -0.0125
O  -17.2286  29.4352  18.7528  -0.0115  0.0141  -0.0431
O  0.1952  -25.3406  18.7039  0.0081  -0.0001  -0.0555
O  -1.7415  -14.1745  27.3475  0.0016  0.0111  -0.0568
O  5.4296  10.9693  29.4117  -0.002  0.0171  -0.0485
O  4.0267  -18.0877  20.7965  0.0019  0.0023  -0.0314
H  2.1905  0.5144  38.6031  -0.3037  0.314  -0.2445
H  0.5433  2.1542  38.6031  0.2165  -0.2486  -0.2915
H  4.924  3.2493  38.6096  -0.257  0.4032  -0.2356
H  3.268  4.88  38.6096  0.2589  -0.2022  -0.3017
H  2.1516  5.9971  38.6168  -0.2277  0.2265  -0.3052
H  0.5318  7.664  38.6168  0.4657  -0.2733  -0.1964
H  4.915  8.6808  38.5966  -0.3865  0.2337  -0.2383
H  3.2635  10.3164  38.5966  0.261  -0.3235  -0.2704
H  7.641  0.5489  38.6023  -0.2195  0.3328  -0.268
H  5.9863  2.1813  38.6023  0.2811  -0.36  -0.2553
H  8.6735  4.9273  38.5933  0.3781  -0.3825  -0.1842
H  10.3114  3.2783  38.5933  -0.1876  0.2486  -0.3128
H  5.9924  7.6159  38.5711  0.3173  -0.2623  -0.3002
H  7.6299  5.9663  38.5711  -0.4032  0.2996  -0.2656
H  10.379  8.7119  38.5972  -0.3272  0.3682  -0.2653
H  8.7358  10.3559  38.5972  0.281  -0.2525  -0.2955
H  0.8029  1.9005  5.9721  -0.2806  0.212  0.2798
H  -0.8372  3.5473  5.9721  0.2469  -0.3489  0.2569
H  3.547  -0.8579  5.9957  -0.3384  0.2839  0.2566
H  1.9133  0.7956  5.9957  0.2344  -0.2675  0.2731
H  -0.8054  9.0097  6.0219  0.3132  -0.3076  0.2736
H  0.8326  7.3604  6.0219  -0.2697  0.3349  0.2463
H  3.5361  4.6242  5.9909  -0.3262  0.2072  0.2765
H  1.8935  6.2679  5.9909  0.2328  -0.3663  0.2527
H  6.2776  1.8916  6.0065  -0.3686  0.2481  0.2458
H  4.6385  3.5395  6.0065  0.3334  -0.218  0.2601
H  7.3611  0.8228  5.9916  0.3216  -0.2669  0.2684
H  9.015  -0.8103  5.9916  -0.2772  0.3473  0.2546
H  6.279  7.3275  5.998  -0.3126  0.348  0.2723
H  4.626  8.9615  5.998  0.3468  -0.2542  0.2658
H  7.3306  6.2682  6.0037  0.2654  -0.4023  0.2659
H  8.9778  4.6283  6.0037  -0.2633  0.332  0.2523

Results
free energy: -135124.810 eV
free energy less fixed offsets of H -15.71, O -570.45, Si -639.56 eV per atom: -0.570 eV

The program warned: the cutoff lies below the one the program advises for these potential files; the forces do not sum to zero within the program's tolerance; empty levels may hold ghost states of the PAW files; the exchange-correlation potential is rough where the density is thin.
